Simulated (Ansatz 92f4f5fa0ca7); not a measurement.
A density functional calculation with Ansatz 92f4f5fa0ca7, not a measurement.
Periodic cell of 351 atoms, Si241O110, from a study of silicon, its oxide and their interface. The atomic structure is a simulated model.
Doubt: the cutoff is far below the 930 eV that the study's wrapper takes by default for these files, so forces and energies are approximate.
This geometry differs little from another in the collection (a relaxation step or a small displacement).

Settings
functional: PBE
potential files: Ansatz PAW
basis: plane waves
wave-function cutoff: 580 eV
density cutoff ratio: 5
exchange-correlation grid ratio: 1
k mesh: 1 x 1 x 1, Gamma-centred
self-consistency stop: 5e-08 eV per atom in the density residual
occupations: fixed
spin: none
net charge: 0

Cell vectors (angstrom)
a	11.6015	0	0
b	0	13.3963	0
c	0	0	40.425

Atoms and the computed forces on them: element, x, y, z (angstrom), force x, y, z (eV/angstrom)
Si	0	2.2327	1.1851	-0.0053	0.03	0.0361
Si	3.8672	2.2327	1.1851	0.0071	0.0023	0.0331
Si	7.7343	2.2327	1.1851	0.0163	0.0425	-0.0421
Si	1.9336	5.5818	1.1851	0.013	0.0128	0.001
Si	5.8008	5.5818	1.1851	0.0327	-0.0089	0.0389
Si	9.6679	5.5818	1.1851	0.02	0.0127	0.0001
Si	0	8.9308	1.1851	-0.0044	-0.012	-0.0218
Si	3.8672	8.9308	1.1851	0.0227	-0.0592	-0.0258
Si	7.7343	8.9308	1.1851	0.0028	-0.0385	-0.0012
Si	1.9336	12.2799	1.1851	-0.0322	-0.0082	-0.0174
Si	5.8008	12.2799	1.1851	0.0466	0.0235	-0.0132
Si	9.6679	12.2799	1.1851	0.006	0.0407	0.071
Si	1.9336	1.1164	1.9745	0.0552	-0.0363	-0.0215
Si	5.8008	1.1164	1.9745	-0.0393	-0.0861	-0.0147
Si	9.6679	1.1164	1.9745	-0.0808	-0.0503	0.009
Si	0	4.4654	1.9745	-0.0434	-0.0341	-0.0006
Si	3.8672	4.4654	1.9745	-0.0942	0.0134	-0.0261
Si	7.7343	4.4654	1.9745	-0.0922	-0.143	-0.0059
Si	1.9336	7.8145	1.9745	0.0126	0.0519	-0.0066
Si	5.8008	7.8145	1.9745	-0.1233	0.1658	0.0051
Si	9.6679	7.8145	1.9745	0.0732	0.0268	-0.0017
Si	0	11.1635	1.9745	0.2161	0.0267	-0.0136
Si	3.8672	11.1635	1.9745	-0.0575	-0.0193	-0.0693
Si	7.7343	11.1635	1.9745	-0.2029	0.0268	-0.0045
Si	1.9336	1.1164	4.3426	0.0608	-0.105	0.3555
Si	5.8008	1.1164	4.3426	-0.1486	-0.2035	0.2766
Si	9.6679	1.1164	4.3426	-0.2235	-0.0797	-0.0757
Si	0	4.4654	4.3426	-0.1481	-0.0623	-0.1335
Si	3.8672	4.4654	4.3426	-0.2485	-0.0819	0.1573
Si	7.7343	4.4654	4.3426	-0.2133	-0.3467	-0.4785
Si	1.9336	7.8145	4.3426	-0.0123	0.1584	-0.0153
Si	5.8008	7.8145	4.3426	-0.3508	0.3366	-0.2307
Si	9.6679	7.8145	4.3426	0.2316	0.036	-0.5758
Si	0	11.1635	4.3426	0.5117	0.0857	0.0421
Si	3.8672	11.1635	4.3426	-0.1596	-0.0629	0.7267
Si	7.7343	11.1635	4.3426	-0.4814	0.1538	-0.0028
Si	0	0	36.0845	-0.0724	0.1045	-0.071
Si	3.8672	0	36.0845	0.1933	0.0616	-0.0276
Si	7.7343	0	36.0845	0.1627	0.0248	-0.0915
Si	1.9336	3.3491	36.0845	0.0442	0.1726	0.1759
Si	5.8008	3.3491	36.0845	0.0432	0.0429	-0.0372
Si	9.6679	3.3491	36.0845	0.0098	-0.0677	0.0081
Si	0	6.6981	36.0845	0.1257	0.1384	-0.0275
Si	3.8672	6.6981	36.0845	0.0007	-0.1044	-0.2187
Si	7.7343	6.6981	36.0845	0.0801	-0.0504	-0.0352
Si	1.9336	10.0472	36.0845	0.1537	-0.0712	-0.0906
Si	5.8008	10.0472	36.0845	0.2102	0.0467	0.1429
Si	9.6679	10.0472	36.0845	-0.1702	-0.0335	0.1706
Si	0	0	38.4526	-0.0194	0.0483	0.0234
Si	3.8672	0	38.4526	0.0601	0.005	-0.0112
Si	7.7343	0	38.4526	0.0442	0.0423	0.017
Si	1.9336	3.3491	38.4526	0.0124	0.0752	0.0065
Si	5.8008	3.3491	38.4526	0.0187	0.0002	0.0053
Si	9.6679	3.3491	38.4526	-0.0026	-0.0196	0.007
Si	0	6.6981	38.4526	0.0475	0.0745	0.0124
Si	3.8672	6.6981	38.4526	-0.0154	-0.0505	0.0179
Si	7.7343	6.6981	38.4526	0.0428	-0.0103	0.0122
Si	1.9336	10.0472	38.4526	0.0566	-0.0502	-0.0134
Si	5.8008	10.0472	38.4526	0.0873	0.0107	-0.0083
Si	9.6679	10.0472	38.4526	-0.0782	-0.042	-0.0042
Si	0	2.2327	39.242	0.0081	-0.0185	-0.0022
Si	3.8672	2.2327	39.242	-0.0091	0.001	-0.0185
Si	7.7343	2.2327	39.242	-0.0153	-0.0318	0.016
Si	1.9336	5.5818	39.242	-0.0143	-0.0185	0.02
Si	5.8008	5.5818	39.242	-0.0212	0.0062	-0.019
Si	9.6679	5.5818	39.242	-0.0239	-0.0106	-0.0141
Si	0	8.9308	39.242	0.0013	0.0084	0.0028
Si	3.8672	8.9308	39.242	-0.0222	0.0624	-0.0233
Si	7.7343	8.9308	39.242	0.0002	0.0347	0.0485
Si	1.9336	12.2799	39.242	0.0336	0.0099	-0.045
Si	5.8008	12.2799	39.242	-0.0542	-0.0221	-0.003
Si	9.6679	12.2799	39.242	-0.0094	-0.0455	-0.0192
Si	-3.584	0.1155	28.8633	-0.0334	-0.0582	-0.0886
Si	4.5788	4.2092	27.0588	-0.0163	0.1265	0.1904
Si	13.2728	-2.4255	27.1975	0.1485	-0.1733	0.2214
Si	2.0127	-1.0897	30.24	-0.1783	0.1676	0.0616
Si	1.9576	1.0022	29.0971	0.0098	-0.0354	0.2237
Si	11.7128	2.3266	32.1603	-0.0658	0.0123	0.0088
Si	-5.7234	12.7375	29.6581	0.0649	-0.0738	0.0159
Si	7.7648	9.076	29.8057	0.087	-0.0207	-0.0648
Si	13.1918	5.0869	29.8556	0.0471	-0.0074	-0.0662
Si	7.6547	6.8156	28.9726	-0.0011	0.0042	0.0031
Si	0.7683	6.2362	26.9128	-0.0056	0.0358	0.3502
Si	5.8695	5.588	29.8787	0.0704	0.0071	0.1336
Si	5.3784	5.8559	25.5134	0.2524	0.143	0.0793
Si	7.9589	2.3826	29.5247	0.028	0.0238	-0.0043
Si	3.6693	7.8736	23.9665	0.0176	-0.005	0.2134
Si	-2.524	10.4865	26.7099	0.0368	-0.0102	0.0241
Si	0.0607	8.9389	32.132	0.0302	0.0571	-0.0455
Si	4.7004	10.2032	18.9261	0.2922	0.2066	-0.1406
Si	-1.9605	5.7332	29.6878	-0.0567	0.1335	0.053
Si	7.7953	8.9784	32.1563	-0.0009	0.0425	0.0328
Si	9.9423	3.5397	28.8619	0.0725	-0.075	-0.0063
Si	-0.1577	14.9731	26.062	-0.0515	0.0068	0.0951
Si	10.5309	17.1009	26.553	0.1142	0.2121	0.2347
Si	10.8614	14.9429	23.1973	-0.1093	-0.0876	0.0469
Si	-4.8338	-3.6083	26.5353	-0.0813	0.0061	0.1472
Si	3.9756	2.1181	32.0191	-0.0785	-0.0481	-0.0023
Si	7.8258	2.2819	31.9815	-0.0104	0.0337	0.0028
Si	2.0144	5.5575	32.1304	-0.0309	-0.0099	-0.0344
Si	6.4182	7.4186	27.0033	0.1351	-0.0411	0.062
Si	9.6964	5.6233	32.0904	-0.0363	-0.0026	-0.0089
Si	0.2095	9.0087	29.7634	0.0288	0.0714	0.1198
Si	5.9777	10.4285	28.8178	0.0056	-0.0012	-0.1263
Si	2.2437	10.2079	29.2679	0.1089	-0.1257	-0.0339
Si	1.9714	12.3004	32.492	-0.0211	-0.097	0.0696
Si	5.9099	12.3573	32.0454	0.0062	-0.0338	0.0546
Si	9.7999	12.3109	32.1134	0.0401	0.0221	-0.0501
Si	2.0142	1.1851	32.9948	0.0214	-0.0045	-0.0625
Si	5.9226	1.1465	32.9131	0.0555	-0.0031	-0.0675
Si	9.748	1.1701	32.8534	0.0188	0.0235	-0.022
Si	0.0381	4.5372	32.9665	0.0065	-0.0035	-0.0161
Si	3.9259	4.3871	32.872	0.0182	0.0108	-0.0041
Si	7.7934	4.471	32.9093	-0.0039	0.0007	-0.0407
Si	2.0321	7.8328	32.8577	0.016	-0.0557	-0.051
Si	5.8742	7.8402	32.9641	-0.0217	0.0124	0.0407
Si	9.7171	7.8338	32.9209	0.0053	0.0089	-0.0884
Si	0.0351	11.1318	33.0172	-0.015	-0.0416	0.106
Si	3.9988	11.2038	32.9479	-0.0063	0.0253	0.005
Si	7.8149	11.2226	32.889	-0.0214	-0.017	-0.0282
Si	1.9432	1.1338	35.3345	0.0079	0.0223	0.0074
Si	5.8183	1.1248	35.2876	-0.0094	-0.0078	0.0243
Si	9.6734	1.1236	35.2537	-0.0077	0.012	0.0256
Si	-0.0034	4.4761	35.3183	-0.0129	0.0197	0.0193
Si	3.8702	4.4471	35.262	0.0099	-0.0565	0.005
Si	7.743	4.4597	35.2847	-0.0083	-0.0137	0.0265
Si	1.9472	7.815	35.2553	-0.0064	-0.005	0.0293
Si	5.8076	7.8179	35.316	-0.0087	0.0079	0.0073
Si	9.673	7.8165	35.2907	0.0043	0.0097	0.0281
Si	-0.0088	11.1561	35.3477	-0.0375	-0.0316	0.0007
Si	3.8917	11.164	35.3054	0.0149	-0.0099	0.0164
Si	7.7406	11.1732	35.2734	0.0132	0.0482	0.0137
Si	-0.0172	0.0143	5.1379	-0.0237	0.0218	0.0291
Si	3.862	-0.0083	5.2402	0.0474	-0.0173	-0.0453
Si	7.7291	-0.0022	5.1785	0.0206	-0.0178	-0.044
Si	1.897	3.339	5.158	0.0047	0.0081	0.0387
Si	5.779	3.3381	5.123	-0.0047	-0.018	-0.0116
Si	9.6464	3.346	5.094	-0.0295	0.02	0.044
Si	-0.0024	6.6953	5.0911	0.0379	-0.0138	0.0314
Si	3.8661	6.7007	5.1206	0.0347	0.0241	0.0131
Si	7.7296	6.6977	4.9417	-0.0069	-0.0135	0.0878
Si	1.9283	10.0137	5.2484	0.0047	-0.0873	-0.0054
Si	5.7855	10.0468	5.218	0.0171	0.0309	-0.0181
Si	9.6686	10.0688	4.9869	-0.0136	0.1251	0.0412
Si	-0.1498	0.0265	7.512	0.0012	0.02	-0.0091
Si	3.7663	-0.0411	7.7093	-0.108	0.0495	-0.1049
Si	7.6331	-0.032	7.5805	0.0428	0.047	-0.0229
Si	1.7081	3.3486	7.5455	-0.2087	0.0071	-0.0309
Si	5.6061	3.2909	7.4764	-0.0872	-0.0128	-0.0021
Si	9.4196	3.3138	7.4349	-0.0986	0.0675	-0.0075
Si	-0.0799	6.685	7.4273	-0.0288	0.0034	0.0329
Si	3.8391	6.6924	7.4836	-0.0086	-0.1194	0.026
Si	7.674	6.6913	7.2097	0.0445	0.0266	-0.1106
Si	1.8421	9.9137	7.7394	-0.2054	-0.0011	-0.1158
Si	5.6948	10.0426	7.6689	0.107	-0.0398	-0.1277
Si	9.6156	10.1164	7.2751	-0.0099	0.021	-0.1472
Si	-0.3319	2.2639	8.3949	0.0574	-0.0553	0.0394
Si	3.626	2.257	8.3588	0.0581	-0.0226	-0.0668
Si	5.1635	7.7695	14.4161	0.0708	0.0476	-0.0294
Si	1.8727	5.6142	8.2262	0.0505	0.0841	0.0346
Si	5.8195	5.5521	8.0976	0.053	0.0485	0.102
Si	9.5368	5.5804	8.0912	0.0774	-0.0866	-0.0218
Si	0.9161	11.9137	10.4438	0.0313	-0.0801	-0.0332
Si	3.8664	8.7889	8.559	0.0888	-0.1077	0.3219
Si	7.7402	8.9078	7.9946	-0.0055	-0.0311	0.0283
Si	1.7342	12.2137	8.2858	0.0539	0.0059	0.0227
Si	5.7565	12.2646	8.4987	0.1216	-0.0119	0.1482
Si	9.5827	12.245	8.3635	-0.0206	-0.0754	0.0893
Si	-2.5685	6.2673	10.2901	0.1317	0.0538	0.0965
Si	3.5478	6.8321	21.0719	0.1013	-0.056	0.0816
Si	7.4885	2.1992	8.3424	-0.0501	-0.026	0.0869
Si	7.6182	10.9065	13.6933	0.101	-0.1042	0.0007
Si	8.713	2.1896	19.788	0.0352	-0.1655	-0.1909
Si	14.8116	2.6158	10.6578	-0.0791	-0.0856	-0.4728
Si	1.7142	15.877	16.1149	-0.0589	-0.1856	0.0399
Si	7.7191	2.7033	10.6937	-0.0985	-0.1175	-0.3599
Si	5.4655	12.2158	11.6791	0.0579	-0.1113	-0.1238
Si	0.5119	18.087	16.7365	-0.0695	0.1046	-0.0573
Si	9.2863	8.5102	9.7095	0.1456	-0.0565	-0.0348
Si	12.4972	13.5566	21.1184	-0.0751	-0.0403	-0.1228
Si	5.4003	1.8235	12.5043	0.2707	0.0528	-0.1868
Si	10.5846	4.869	11.4131	0.0414	-0.0786	-0.1548
Si	5.8031	-0.0257	15.7584	0.0661	-0.1997	0.206
Si	-3.115	0.1624	14.4324	0.1435	-0.0308	-0.0956
Si	4.3275	7.3462	11.4089	0.1427	-0.0772	-0.1632
Si	7.3133	-0.2146	21.2023	-0.0301	-0.0293	-0.0003
Si	7.8067	6.7639	15.5244	0.0003	0.0913	-0.0819
Si	0.7911	7.9325	16.8693	0.3821	0.0177	0.1519
Si	10.1916	2.6337	10.6048	0.0871	0.0868	0.0849
Si	-1.1839	5.6193	14.3188	-0.1979	-0.0131	-0.1666
Si	1.5025	13.571	11.9286	-0.1054	-0.0492	-0.0742
Si	5.6108	10.3293	15.9264	-0.0182	-0.0651	-0.0241
O	14.2963	-5.3702	20.4202	-0.0088	-0.0298	-0.0094
O	12.9186	-3.8289	26.4135	-0.0036	0.0187	-0.2079
O	4.4755	5.2266	17.4913	-0.1108	-0.0186	0.039
O	20.3948	-14.8092	14.0934	-0.0171	0.0037	0.0769
O	-7.0075	2.8186	11.4771	0.0713	0.066	0.2419
O	4.7504	9.1385	15.2166	-0.0176	-0.0187	0.0228
O	4.6945	6.3368	19.9949	-0.0588	0.031	-0.0597
O	15.7873	-4.9295	10.2099	-0.0809	0.1715	-0.2734
O	47.3814	0.9864	15.7376	0.0788	0.1415	0.0139
O	-11.3748	-8.6562	26.4669	-0.2759	-0.2559	-0.1477
O	20.4974	12.453	18.0488	0.0171	0.0003	-0.0417
O	21.205	-12.826	23.1048	0.097	0.1037	-0.1312
O	30.884	3.2575	23.7507	0.0272	-0.0438	0.0044
O	9.3838	4.2714	25.4842	0.0633	-0.0683	0.0725
O	26.8561	0.6145	25.3729	0.0044	0.0114	-0.0464
O	-9.0186	12.3183	23.6359	0.0589	0.061	-0.1441
O	28.7381	9.8895	17.516	-0.0397	-0.0346	0.0772
O	16.343	-1.5479	18.8909	-0.02	-0.0139	0.0561
O	6.8415	0.3141	14.5099	-0.07	0.0345	-0.0264
O	3.6422	1.1434	22.4289	-0.0064	-0.0549	0.0391
O	13.9406	-11.9786	11.3195	-0.0402	0.015	0.1418
O	4.5826	-5.4351	12.903	-0.0507	-0.0087	-0.0632
O	14.3825	11.7278	26.2576	-0.1174	0.0179	-0.0564
O	30.1829	-24.9021	11.9625	0.046	0.001	-0.0527
Si	6.2991	17.3916	23.2557	0.04	0.1466	0.0497
Si	33.0846	12.2717	29.7333	-0.0245	0.0921	0.0042
Si	8.2866	0.3944	17.3395	-0.0275	-0.0482	0.0295
Si	9.8064	10.0447	24.4789	-0.0687	-0.0559	0.0687
Si	14.39	11.1174	12.3868	-0.0608	0.0276	0.0865
Si	21.0024	8.8119	21.8828	-0.0515	-0.052	0.1443
Si	9.9706	-4.781	16.4055	-0.4725	0.1285	-0.2075
Si	11.3076	8.8565	8.2965	-0.089	0.0194	-0.0831
Si	14.2976	3.9692	20.9787	-0.0134	0.0809	-0.04
Si	5.7836	3.3782	28.9389	0.0854	-0.0146	0.1125
Si	1.6815	-16.7255	14.7991	0.0336	0.0886	-0.1154
Si	20.6102	-0.4614	26.7474	-0.2655	0.0223	0.1045
Si	15.102	-0.9555	24.9923	-0.0422	0.0208	0.1872
Si	-1.4443	11.4666	17.7391	0.023	0.1101	-0.0033
Si	35.7003	8.7031	25.097	-0.1052	-0.0179	0.2245
Si	-9.2823	0.8222	18.5224	-0.0645	-0.1324	0.0476
Si	24.2791	12.8293	16.3412	-0.0337	-0.0899	-0.0208
Si	21.7625	-1.363	10.7199	-0.1674	-0.0111	-0.0563
Si	20.745	-9.3977	23.8923	0.0265	-0.0038	-0.0696
Si	23.5792	-0.7938	28.5692	-0.1597	-0.0681	0.0208
Si	8.591	-0.4598	23.7893	0.0197	-0.1061	0.2577
Si	1.9225	5.4944	10.5728	-0.1604	0.033	-0.4241
Si	28.0165	-8.4269	19.071	0.0882	0.0152	0.1068
Si	25.5941	22.6417	19.3885	-0.205	-0.1077	0.0633
Si	2.854	-0.2843	22.2196	0.0761	-0.0514	0.0931
Si	17.4429	5.5985	32.2065	-0.0325	-0.0066	0.0225
Si	-0.078	10.7808	20.5295	-0.1194	-0.0148	-0.0082
Si	28.4651	5.2627	16.0526	0.1448	0.2136	-0.1622
Si	10.9438	8.5256	13.7077	-0.1723	0.114	-0.2521
Si	15.9258	1.4681	29.6736	-0.093	0.0931	-0.2005
Si	9.7773	10.0161	28.9648	0.0054	-0.0036	-0.1333
Si	-2.1518	23.2345	11.5437	-0.1069	-0.0021	-0.0627
Si	18.971	4.1102	20.2936	0.0288	0.1285	0.0826
Si	17.2606	10.3294	24.3882	0.021	-0.1425	0.191
Si	16.1972	-13.7869	20.0112	0.0952	-0.0611	-0.0062
Si	27.4334	22.5211	29.7467	-0.0476	-0.0145	0.028
Si	14.4001	1.9819	25.6012	0.0239	0.0565	0.283
Si	26.6547	16.0994	22.871	0.0317	0.0181	0.0374
Si	27.2053	8.9811	32.1125	-0.0169	0.0154	0.0418
Si	16.1925	7.1183	28.6129	-0.0315	-0.0698	-0.091
Si	10.2913	14.1511	12.0403	0.1279	0.1088	-0.0669
Si	18.3812	10.1902	21.2812	0.0559	-0.0081	0.1142
Si	26.1075	5.6788	27.9199	-0.0832	0.0153	0.1125
Si	12.0935	2.8591	29.8771	0.0706	0.0608	-0.0418
Si	23.2389	6.7322	29.0975	0.219	-0.0778	-0.1561
Si	6.7548	19.0547	10.2649	-0.2457	-0.0743	-0.0652
Si	11.4035	17.2826	19.7995	-0.0619	0.0086	0.1345
Si	16.0758	15.8586	14.7161	-0.0324	0.0314	0.2533
Si	9.6168	5.7633	21.4129	-0.0608	0.0743	0.0865
O	13.1844	-1.8424	15.4566	0.0104	0.0401	0.0401
O	16.0896	9.1947	24.42	0.0174	0.0109	-0.0638
O	28.7792	23.1228	20.2569	-0.0997	-0.0295	-0.0175
O	8.8549	6.0163	14.5263	0.0232	-0.0262	-0.0003
O	11.6744	1.1005	24.5198	0.0865	-0.0738	-0.0494
O	33.6935	0.3917	26.7657	0.098	0.1095	-0.1954
O	29.2898	12.2863	10.1639	-0.072	0.0808	-0.1355
O	14.4726	23.5349	13.6844	0.0033	0.0741	-0.089
O	18.4052	7.6232	14.5356	0.0191	-0.028	0.0433
O	29.1555	0.3558	20.5128	-0.0781	-0.0025	0.0089
O	3.7958	-10.4803	26.4398	-0.1324	-0.3024	-0.2019
O	10.9644	5.0836	20.819	0.0753	-0.0179	-0.0629
O	3.8956	-1.1516	21.2906	-0.0178	-0.0036	0.0384
O	6.4817	-1.7664	12.7901	-0.0571	0.0592	-0.0724
O	-2.3833	5.3285	22.9506	-0.0056	-0.0028	-0.0044
O	38.6016	30.6736	19.7503	-0.049	0.0311	0.0007
O	-7.4551	7.3981	22.4827	-0.0288	-0.0033	-0.1434
O	6.3364	57.9681	19.0637	-0.0121	-0.0321	0.014
O	20.9314	-1.926	23.7736	0.0088	0.0151	-0.0233
O	-6.9199	1.1388	15.696	-0.0758	0.1093	-0.0383
O	18.6596	37.1336	15.1323	0.004	0.0889	-0.0342
O	5.6482	-6.993	11.2177	0.0149	0.0916	0.0661
O	10.48	4.6242	13.0376	0.0225	0.0713	0.1719
O	11.9971	-21.1071	11.1281	-0.0789	-0.0625	0.0778
O	2.3087	3.9454	10.8756	0.0629	-0.0782	0.2238
O	9.6536	23.4961	17.0144	0.0797	-0.1258	-0.0068
O	10.5379	-4.6587	12.1568	0.0416	0.0065	0.2203
O	18.6222	4.1743	10.9251	0.0966	0.0422	-0.0367
O	20.081	-11.658	18.2252	-0.0013	0.0685	0.0501
O	1.4731	10.3144	20.2654	0.115	-0.0624	-0.0787
O	-0.7994	-2.4589	19.105	0.0392	-0.0275	0.0167
O	11.7865	0.6994	12.7605	0.0094	0.0365	0.0749
O	-8.6616	-6.9199	11.3875	0.1043	0.1289	0.1932
O	39.7723	-1.6045	24.7062	0.0217	0.0406	-0.118
O	8.4743	0.816	20.6777	-0.0003	-0.0137	0.0354
O	-22.9904	28.1963	21.9168	-0.0164	0.0623	0.0003
O	18.4357	19.084	16.2863	-0.062	-0.0853	0.0801
O	15.8143	-2.2121	11.6164	0.0095	0.0007	-0.0072
O	26.0399	2.7545	14.9218	0.1324	-0.0207	0.0065
O	9.8856	-6.0513	21.4304	0.0591	-0.0379	-0.0309
O	-0.6917	18.1956	15.6282	0.0389	0.0015	0.0747
O	20.8239	1.022	13.2776	0.0494	-0.0393	-0.0001
O	-5.409	5.3769	24.1398	-0.0744	-0.0393	-0.0932
O	27.1994	20.0535	25.0208	-0.0736	0.0407	-0.2512
O	22.9552	6.9573	14.0077	0.1122	0.0121	0.0581
O	6.4405	17.5804	21.6488	-0.017	0.0053	-0.0344
O	28.2872	11.887	15.7217	0.0345	0.0944	-0.0221
O	13.2773	24.0333	11.273	-0.0576	0.0016	0.0181
O	34.6106	-3.7373	24.344	0.055	-0.0265	-0.0361
O	8.2274	-3.5887	12.6606	0.1471	0.0759	-0.0165
O	37.203	12.6303	12.9364	0.1605	-0.0079	0.1053
O	-0.3894	12.3568	16.8771	0.0035	0.013	0.0075
O	2.3126	15.5882	17.6365	-0.0245	0.0253	-0.0259
O	23.1103	4.365	18.2359	0.0402	-0.0003	-0.035
O	31.1839	9.1021	21.141	-0.0088	0.0326	-0.0464
O	20.2877	34.3728	16.6785	0.0921	0.0086	0.0416
O	-6.3711	17.2055	15.2982	-0.0533	-0.1031	0.0244
O	21.9517	-23.7161	23.3067	0.0124	-0.037	0.0222
O	24.5619	21.974	18.2822	-0.0443	-0.0437	-0.0643
O	11.5347	-1.1515	21.2437	-0.021	-0.0096	0.023
O	36.5791	8.7807	15.8081	-0.1049	-0.0987	0.1062
O	31.4355	13.3526	25.3303	0.0056	0.0318	0.0279
O	39.3473	6.4125	15.111	-0.0328	-0.0832	0.0934
O	12.6651	40.8555	19.5661	0.0263	0.0468	0.0239
O	-2.4772	-4.5024	23.5067	-0.0081	0.0635	0.0065
O	21.3626	22.239	14.7765	0.0713	-0.0879	0.2223
O	6.6871	0.1075	17.1271	0.0112	0.0175	-0.0315
O	23.5688	-3.639	13.919	-0.0033	-0.0395	0.034
O	9.0214	14.0352	15.8949	-0.0004	-0.0074	-0.0077
O	14.1918	5.5495	21.4375	-0.013	-0.0072	-0.066
O	33.8273	-3.5947	21.4599	0.0854	0.0511	-0.0715
O	7.4317	11.6095	20.758	0.0144	0.0422	0.0095
O	16.5532	27.0732	12.1825	-0.0201	-0.0536	0.0714
O	3.6908	-12.5989	19.3818	0.0242	0.0987	-0.0315
O	7.2658	-0.2921	22.8474	0.0003	0.018	-0.1036
O	12.8811	3.4507	20.3458	0.0424	-0.0191	-0.0079
O	0.3423	-6.125	25.688	0.0541	0.0948	-0.1195
O	-9.5056	8.3076	24.0648	0.0473	0.0243	-0.1267
O	14.0301	29.5177	24.1762	0.0926	-0.0457	-0.0934
O	24.2906	6.2859	16.8121	-0.004	-0.0447	0.0573
O	24.6455	-25.093	26.5152	0.0522	0.0434	-0.1472
O	41.1084	-16.4997	22.8622	-0.0449	0.0551	-0.0028
O	-26.4005	45.569	20.3907	-0.0169	-0.0431	-0.0346
O	21.8811	2.6917	19.9003	0.0062	0.0368	0.0245
O	2.1895	-0.4786	17.5415	-0.0053	0.0142	0.0013
O	39.7234	16.5688	23.4651	-0.0771	-0.1167	0.0057

Results
free energy: -215748.682 eV
free energy less fixed offsets of O -568.88, Si -635.61 eV per atom: 10.128 eV

The program warned: the cutoff lies below the one the program advises for these potential files; the forces do not sum to zero within the program's tolerance; the exchange-correlation potential is rough where the density is thin.
